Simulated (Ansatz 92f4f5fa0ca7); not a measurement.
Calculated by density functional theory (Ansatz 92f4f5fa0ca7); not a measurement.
Periodic cell of 213 atoms, Si132O78H3, from a study of silicon, its oxide and their interface. The atomic structure is a simulated model.
Doubt: the cutoff is far below the 930 eV that the study's wrapper takes by default for these files, so forces and energies are approximate.
This geometry differs little from another in the collection (a relaxation step or a small displacement).

Settings: functional PBE; potential files Ansatz PAW; basis plane waves; wave-function cutoff 580 eV; density cutoff ratio 5; exchange-correlation grid ratio 1; k mesh 1 x 1 x 1, Gamma-centred; self-consistency stop 5e-08 eV per atom in the density residual; occupations fixed; spin none; net charge +1 e, with a uniform compensating background and no finite-size correction.

Cell vectors (angstrom)
a	10.938	0	0
b	0	10.938	0
c	0	0	31.3387

Atoms and the computed forces on them: element, x, y, z (angstrom), force x, y, z (eV/angstrom)
Si	10.3375	0.5137	23.9918	-0.0009	0.0003	0.0007
Si	5.7076	10.6295	23.9343	0.0033	-0.0053	0.0036
Si	2.1866	3.0445	23.9145	-0.0017	0.0036	0.0039
Si	8.6379	2.2242	24.0072	0.0016	-0.0016	0.0008
Si	0.3257	4.8875	23.8802	0.0051	-0.0032	0.0028
Si	4.8784	5.9238	24.0418	-0.0014	0.0009	0.0049
Si	3.1924	7.6494	23.8784	0.0016	-0.0019	0.0065
Si	7.4979	8.7897	23.8366	-0.0013	0.0042	0.0067
Si	1.175	1.4155	25.2719	-0.0002	0.0013	0.0026
Si	6.8319	1.3102	25.2267	0.0003	0	0.0025
Si	3.9221	4.1049	25.1928	0.0018	0.0007	0.0013
Si	9.5863	3.9855	25.2655	0.0002	0.0003	0.0027
Si	1.3315	6.7312	25.0523	-0.0011	0.002	0.0013
Si	6.7038	6.9343	25.145	0.001	-0.0005	0.0002
Si	4.0453	9.4898	25.1587	-0.0007	0.0022	0.0006
Si	9.3567	9.6279	25.119	-0.0005	0.0005	0.0018
Si	2.6507	-0.0195	26.4551	0.0005	-0.0002	0.0019
Si	8.1234	-0.0287	26.6749	0.0045	0.0021	-0.0175
Si	-0.0674	2.7259	26.7608	-0.0028	-0.0059	-0.0183
Si	5.4044	2.7374	26.466	-0.0009	0.0007	0.0025
Si	2.6236	5.4661	26.6197	-0.0004	-0.0032	-0.0115
Si	8.1502	5.4917	26.4213	-0.0002	0.0003	0.0028
Si	-0.0868	8.1869	26.351	0.0002	-0.0002	0.003
Si	5.3912	8.2064	26.641	0.003	0.002	-0.0121
Si	4.0563	1.3441	27.8523	0.0016	0	-0.0019
Si	9.5012	1.3295	28.024	-0.0004	0.0012	0.0142
Si	1.3257	4.1065	28.0253	0.005	0.0075	0.0175
Si	6.7862	4.1221	27.84	0.0011	0.0013	-0.0022
Si	4.0339	6.8182	27.9581	-0.0009	-0.0003	0.0142
Si	9.5351	6.8363	27.823	0.0019	0.0007	-0.0028
Si	1.2882	9.5348	27.8218	-0.0006	-0.0016	-0.0032
Si	6.7756	9.5404	27.9997	-0.0037	-0.0012	0.016
Si	-0.0011	-0.0203	29.2923	0.001	-0.0022	-0.004
Si	5.4342	0.0212	29.2938	-0.0002	-0.0029	-0.0013
Si	2.7434	2.7218	29.2927	-0.0001	0.0005	-0.0046
Si	8.1536	2.7721	29.287	-0.0006	-0.0024	-0.0011
Si	-0.0467	5.5123	29.2942	0.0011	-0.0024	-0.0017
Si	5.4561	5.4732	29.2807	0.0011	-0.0014	-0.0042
Si	2.6878	8.2265	29.2726	-0.0017	-0.0006	-0.0006
Si	8.21	8.1856	29.2818	0.0003	-0.0019	-0.004
Si	1.3673	1.3673	30.6549	0.0522	-0.1399	-0.0917
Si	6.8362	1.3673	30.6549	-0.2398	0.184	0.0638
Si	4.1018	4.1018	30.6549	0.1002	-0.0994	-0.0225
Si	9.5708	4.1018	30.6549	-0.2271	0.1582	0.026
Si	1.3673	6.8362	30.6549	-0.168	0.2	0.0635
Si	6.8362	6.8362	30.6549	0.0738	-0.0904	-0.1011
Si	4.1018	9.5708	30.6549	-0.2896	0.0755	-0.0106
Si	9.5708	9.5708	30.6549	-0.0135	-0.2414	0.0015
Si	2.7345	0	0.6835	-0.0059	0.1071	0.044
Si	8.2035	0	0.6835	0.1843	-0.0745	0.079
Si	0	2.7345	0.6835	0.2403	-0.1347	-0.1131
Si	5.469	2.7345	0.6835	-0.0145	0.0705	0.0351
Si	2.7345	5.469	0.6835	0.1815	-0.1206	-0.011
Si	8.2035	5.469	0.6835	-0.1544	0.0736	0.0479
Si	0	8.2035	0.6835	-0.0068	0.1831	0.0156
Si	5.469	8.2035	0.6835	0.2095	-0.1717	-0.0648
Si	4.0873	1.3902	2.0593	0.0005	0.0022	0.0044
Si	9.6256	1.3398	2.0543	0.0041	0.0006	0.0035
Si	1.4104	4.0634	2.0483	-0.0096	0.0013	-0.0019
Si	6.8377	4.0972	2.0495	-0.0017	0.001	0.0046
Si	4.1551	6.7958	2.0536	-0.0005	0.0083	0.0046
Si	9.5677	6.8558	2.0349	0.0004	-0.0009	0.0055
Si	1.3719	9.5863	2.0513	0.0011	0.0014	0.0041
Si	6.844	9.5541	2.0592	0.0019	0.0056	-0.0012
Si	0.1064	0.0485	3.5029	0.001	-0.0003	0.0054
Si	5.4819	0.0322	3.3726	-0.008	-0.0121	-0.0211
Si	2.7809	2.7494	3.5173	-0.0031	0.0024	0.0058
Si	8.2463	2.7266	3.343	-0.0054	-0.0047	-0.0173
Si	0.0136	5.4522	3.3167	0.0045	-0.0119	-0.0191
Si	5.4964	5.4266	3.4995	-0.0009	-0.0041	0.0007
Si	2.7714	8.1979	3.3365	-0.0025	-0.0171	-0.0158
Si	8.2476	8.2252	3.4601	-0.0042	0.0041	-0.0004
Si	1.4606	1.4222	4.9922	0.005	0.0037	-0.0079
Si	6.9168	1.3584	4.6934	-0.0069	-0.006	0.0198
Si	4.1521	4.0644	4.9681	0	-0.0038	-0.003
Si	9.6272	4.0897	4.6771	-0.0045	-0.0021	0.0196
Si	1.4691	6.7426	4.6238	-0.0251	-0.003	0.0193
Si	6.9055	6.8055	4.8193	0.0001	0.0046	0.0022
Si	4.1081	9.5702	4.7269	-0.0206	-0.0042	0.0352
Si	9.6562	9.6213	4.8219	0.0013	-0.0117	-0.0018
Si	2.9933	0.114	6.3594	0.0263	0.0212	0.0118
Si	8.3205	0.1103	6.1465	0.004	0.0017	-0.0067
Si	0.0334	2.9036	6.2331	0.0048	-0.0014	0.0005
Si	5.6563	2.6545	6.215	0.0102	0.0112	-0.0024
Si	2.7127	5.5043	6.2334	-0.0016	0.0042	-0.002
Si	8.3522	5.4512	6.1168	0.0054	-0.0007	-0.003
Si	0.1729	8.175	5.9894	-0.0203	-0.0181	-0.0115
Si	5.5034	8.2249	6.0591	-0.0004	-0.005	0.0028
Si	5.0674	0.7478	7.5431	-0.0093	0.0078	-0.0149
Si	9.1756	1.9714	7.4243	-0.0009	0.007	-0.002
Si	0.8922	4.7077	7.5762	-0.0053	0.0065	-0.0091
Si	7.4409	3.6722	7.3836	0.0049	-0.0017	-0.0065
Si	3.7456	7.3183	7.3383	0.0378	-0.033	0.0374
Si	10.0988	6.5121	7.3282	0.0115	0.0167	-0.0151
Si	2.1147	9.0138	6.9372	0.0155	0.0281	-0.0118
Si	6.6684	9.8472	7.2661	0.0008	-0.0015	-0.0032
H	3.9826	7.1082	8.8023	-0.0185	0.0132	-0.0198
O	7.0497	4.0183	8.9635	-0.0027	0.0049	0.0087
O	9.6273	1.7946	9.0149	-0.0036	-0.0036	0.0137
O	5.1144	1.0826	9.1649	0.0038	0.0012	0.0232
O	7.3293	9.1289	8.6155	0.0048	-0.0044	0.0069
O	9.4743	7.3775	8.6089	-0.0183	0.0046	0.0194
O	1.2821	4.2386	9.1222	0.0053	0.0002	0.0154
H	8.2704	2.6411	22.6155	0.0003	-0.0001	-0.001
H	10.7624	0.1888	22.591	0.0002	0.0001	-0.001
O	10.3158	5.3585	22.5779	-0.0018	0.0042	-0.0123
O	2.766	2.1389	22.6171	0.0059	-0.0036	-0.0084
O	2.9722	7.864	22.2393	0.0012	0.0015	-0.0137
O	5.2264	5.5315	22.4739	0.0008	-0.0033	-0.0126
O	4.9648	0.4464	22.6298	-0.0046	0.0055	-0.0084
O	7.9273	8.2484	22.3365	0.0048	-0.0026	-0.0148
Si	4.535	8.2059	14.4933	0.0005	0.001	-0.0037
Si	4.1428	1.6399	21.8573	-0.0005	-0.0008	0.0137
Si	3.9607	1.4331	15.3387	0.0019	0.0005	-0.0037
Si	5.909	1.2336	10.5909	-0.0015	-0.002	-0.0266
Si	8.081	7.8701	9.3324	0.009	-0.0065	-0.0258
Si	7.3071	1.5308	14.6773	0.0008	-0.0011	-0.0046
Si	5.8196	7.8265	19.0761	0.0012	0.0001	0.0048
Si	8.5667	10.5836	18.8872	0.0003	-0.0024	0.0045
Si	5.0137	4.5112	21.2349	0.0015	0.0012	0.0135
Si	10.5939	2.8476	12.6891	-0.0007	0.0012	-0.0163
Si	1.1295	5.0215	16.9779	0.0019	0.0018	0
Si	3.2291	8.2923	20.6861	-0.0002	-0.0023	0.0134
Si	4.6153	9.8842	17.1292	0.0002	-0.0007	-0.0001
Si	9.3259	4.5024	18.468	0.0009	0.001	0.004
Si	8.4108	8.2252	20.7877	-0.0019	-0.0008	0.0143
Si	6.4886	4.9813	18.6854	-0.0004	0.0011	0.0044
Si	1.0171	2.2669	15.5353	-0.0017	0.0004	-0.0059
Si	2.8483	0.0607	19.5338	0.0025	0.0013	0.0063
Si	4.6451	4.0104	11.5516	-0.0007	0.0009	-0.0171
Si	0.4036	9.3396	15.8861	0.0007	0.0003	-0.0027
Si	9.1803	1.0712	10.409	0.0032	0.0012	-0.0218
Si	9.2484	10.4888	14.2313	-0.0001	-0.0011	-0.0096
Si	6.8346	5.1734	10.1008	0.0033	0.0043	-0.0256
Si	7.4499	2.2471	17.8212	-0.0001	0	-0.001
Si	8.8034	5.2328	12.5804	-0.0008	-0.0004	-0.0154
Si	0.4033	0.559	17.9235	0.0008	0.0003	0.0014
Si	2.3712	5.6231	19.741	0.0007	0.0007	0.0061
Si	5.0782	10.889	13.1718	0.0023	0	-0.0135
Si	10.4111	5.7449	20.9945	0.0006	-0.0006	0.0132
Si	1.6386	4.4746	10.7077	0.0006	-0.0025	-0.0235
Si	9.7027	9.2513	11.3509	-0.0018	-0.0034	-0.0217
Si	7.0069	6.4729	14.9093	0.0036	-0.0017	-0.005
Si	1.8777	7.1323	14.7447	-0.0018	-0.0014	-0.0066
Si	8.6198	8.5746	16.3704	0.0001	0.0012	-0.0013
Si	0.4268	6.8607	11.9713	-0.0017	0.0006	-0.0167
Si	5.5465	3.8568	14.4971	-0.0009	0.0017	-0.008
O	9.857	1.755	11.7182	0.0048	0.0058	0.0104
O	3.1218	3.9056	11.0241	0.0033	0.0007	0.0056
O	4.2599	8.7755	15.996	0.0005	0.0019	0.0026
O	0.1745	8.4118	11.4805	0.0023	-0.0025	0.0086
O	9.9929	0.3977	18.7858	0.0013	0.0008	-0.0001
O	0.8976	6.7179	13.5184	0.0047	0.0016	0.0108
O	0.6731	3.6317	11.6897	-0.0029	-0.0039	0.0096
O	8.6045	9.7961	20.3283	0.001	0.0034	-0.0043
O	9.7043	4.608	20.0552	-0.0005	-0.001	-0.0046
O	3.5257	10.2772	18.249	0.0013	-0.0003	-0.0018
O	3.422	7.0364	14.2328	0.0018	0.0011	0.0017
O	8.4723	8.3116	10.838	0.0047	0.0057	0.0133
O	3.5954	4.8174	20.4665	-0.0024	0.0012	-0.0036
O	4.7901	0.3782	16.3072	0.0006	-0.0005	0.0015
O	9.7394	7.2335	20.711	0.0011	0.0002	-0.0023
O	7.5359	1.0839	10.4651	-0.002	0.0009	0.0064
O	4.8253	8.2763	20.311	0.0027	-0.0003	-0.0034
O	3.9948	1.0331	13.7411	-0.0005	0.0014	0.0051
O	5.0883	2.9632	21.7443	0.0012	0.0024	-0.004
O	4.4744	9.4026	13.3972	0.0005	-0.0011	0.0044
O	2.1123	4.9399	18.2829	-0.0009	-0.0006	-0.0029
O	7.9966	5.4154	18.2477	0.0012	-0.0002	-0.0005
O	5.3079	5.2087	10.6575	-0.0015	-0.0031	0.0103
O	6.8183	2.9371	14.0139	0.0005	-0.0009	0.0023
O	0.0915	1.6462	16.7355	0.0008	-0.0002	0.001
O	1.6602	8.6984	15.1182	-0.0002	0.002	0.0021
O	7.3092	1.6992	16.2915	0.0009	0.001	0.0032
O	5.994	7.5524	14.2662	0	0.0002	0.0008
O	9.4867	3.9119	13.2378	0.0007	-0.0005	0.0044
O	5.3487	0.0638	11.5748	-0.001	-0.0006	0.0129
O	1.4994	6.0911	10.9993	-0.0005	0.0032	0.0093
O	2.6355	7.2269	19.5944	0.0001	-0.001	-0.0027
O	6.424	0.3019	14.0367	0.0025	0.0016	0.0032
O	7.7926	4.8338	11.3674	0.0075	-0.0002	0.0141
O	9.8252	10.4996	10.3043	-0.0012	-0.001	0.0103
O	4.7404	4.3321	13.1518	0.0029	-0.0004	0.0114
O	1.0613	5.5917	20.6953	0.0024	0.0003	-0.0036
O	6.141	5.138	15.3373	0.0005	0.0004	0.0016
O	1.3346	3.8049	15.9315	0.0006	0.0001	0.0014
O	5.546	6.3299	18.3644	0.0007	-0.0003	-0.0009
O	2.3931	1.412	15.7103	0.0006	0.0005	0.0013
O	7.4302	0.8534	18.7407	0.0008	0.001	-0.0004
O	7.0581	6.6131	9.3761	0.0019	-0.0038	0.0117
O	6.3058	4.7546	20.2877	0.0022	0.0005	-0.0052
O	8.2393	9.6128	15.1679	0.0006	-0.0014	0.0024
O	5.4908	2.6578	11.2387	-0.0006	0.0016	0.0063
O	7.2697	7.644	19.7892	-0.0018	-0.0005	-0.0026
O	10.5219	5.0604	17.5123	0.0017	0.0002	-0.001
O	8.8133	1.122	14.2224	0.0001	-0.0001	0.0024
O	6.295	3.4245	18.0754	0.001	-0.0009	-0.0005
O	4.5891	2.9477	15.4704	-0.0009	-0.0015	0.0019
O	-0.1899	10.4451	14.8437	0.0031	-0.0004	0.0033
O	1.5796	0.9383	18.9924	-0.0007	0.0003	-0.0016
O	8.0958	6.069	13.7723	-0.0028	0.0023	0.0064
O	3.7961	1.1001	20.3555	-0.0012	-0.0026	-0.007
O	8.4422	9.4014	17.7575	0.0009	0	-0.0011
O	8.8996	2.9733	18.0873	0.0003	0.0001	0.0001
O	2.4889	9.746	20.531	0.0003	0.002	-0.0029
O	1.545	6.3174	16.0995	0	-0.0023	0.0031
O	9.9314	6.1268	11.843	0.0005	-0.0007	0.006
O	7.7427	7.211	16.1772	0.0015	0.0012	0.0019
O	5.78	9.0696	17.983	0.0002	0.0013	-0.0006
O	0.8348	10.065	17.2626	0.0007	0.0002	0.0013
O	10.2078	8.1948	16.2039	0.0009	-0.0001	0.0008
O	0.4537	2.2419	13.9903	0.0043	-0.0021	0.0096
O	9.2198	9.8371	12.7659	-0.0007	0.0043	0.0139

Results
free energy: -128325.182 eV
free energy less fixed offsets of H -15.97, O -568.88, Si -635.61 eV per atom: -4.112 eV

The program warned: the cutoff lies below the one the program advises for these potential files; the exchange-correlation potential is rough where the density is thin.
